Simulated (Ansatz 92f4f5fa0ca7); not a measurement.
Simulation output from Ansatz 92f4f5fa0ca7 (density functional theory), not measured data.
Periodic cell of 122 atoms, Si78O44, from a study of silicon, its oxide and their interface. The atomic structure is a simulated model.

Settings
functional: r2SCAN
potential files: Ansatz norm-conserving
basis: plane waves
wave-function cutoff: 1300 eV
density cutoff ratio: 4
exchange-correlation grid ratio: 1
k mesh: 2 x 2 x 1, shifted by 0.5 0.5 0.5 of a step
self-consistency stop: 5e-08 eV per atom in the density residual
occupations: Fermi-Dirac, 0.05 eV
spin: none
net charge: 0

Cell vectors (angstrom)
a, 10.88, 0, 0
b, 0, 10.88, 0
c, 0, 0, 18.1296

Atoms and the computed forces on them: element, x, y, z (angstrom), force x, y, z (eV/angstrom)
Si, -2.0417, -2.4984, -0.6835, 1.8903, -0.4503, -0.797
Si, 5.444, -0.0906, -4.6916, -0.4412, 0.0685, 1.2465
Si, 0.8522, 7.0079, 1.3398, -0.9383, -1.8193, 1.2098
Si, 3.1085, 10.9483, 1.0912, 0.1191, 1.1315, 0.5683
Si, 6.5585, -2.0465, -0.8104, -0.4796, -0.1104, -1.0747
Si, 9.1854, 2.4814, -0.0877, 0.7283, 1.5478, -1.3372
Si, 9.3182, 6.0915, -0.4431, 0.9307, 0.7645, -0.0985
Si, 13.1087, 14.0747, -3.3115, -1.2964, -0.8296, 1.0353
Si, 0.519, 2.4338, 0.5954, -0.0206, -0.0462, -0.8195
Si, 4.8173, 2.7807, 0.8646, 0.8958, -1.5176, 1.1345
Si, 3.2428, 8.796, 0.2628, 0.6614, -0.805, -0.6049
Si, 5.2369, 7.4988, 0.5513, -0.5013, 1.1558, 0.6794
Si, 7.9589, -0.2045, 0.8036, 1.7057, 1.0383, 0.4395
Si, 14.705, 4.7252, 0.5698, 1.0439, 2.0149, -0.6679
Si, 7.8431, 5.0745, 0.9366, -0.4902, -1.9631, -0.5544
Si, 11.966, 11.1644, -0.1543, 0.5376, -0.6934, 0.1474
Si, 0.7072, 2.1599, 2.9308, 0.2475, -0.011, 0.97
Si, 2.5283, 0.4822, 3.321, -1.0514, -0.0511, -1.065
Si, -0.1846, 8.4173, 2.8106, -0.0528, 0.4397, -0.8363
Si, 3.0874, 5.2268, 2.7038, -1.5985, -0.147, 0.8911
Si, 5.4604, 2.5068, 3.1795, 0.2311, -1.6337, -0.8355
Si, 7.8915, 0.4161, 3.0486, -0.6834, -0.4717, -0.4012
Si, 6.0104, 7.6679, 2.8449, -1.2102, 0.9425, 0.8252
Si, 7.5604, 6.0357, 2.9502, 1.2638, -1.4063, 1.3272
Si, 1.678, 3.9412, 4.1872, 0.7164, -0.391, 0.0529
Si, 4.0804, 1.3385, 4.7352, 0.0771, 0.769, 0.5554
Si, 1.2751, 9.604, 4.1829, 0.4034, -0.3068, -0.2538
Si, 4.1685, 6.601, 4.1966, 1.9167, 0.5077, 0.2834
Si, 6.7119, 4.0977, 4.2119, 1.9276, 0.1086, -1.1096
Si, 9.5642, 1.5526, 4.2695, 0.7473, -1.0172, -1.1956
Si, 7.0236, 9.4867, 4.2944, -0.2687, -1.2031, 0.3341
Si, 9.6692, 6.8174, 4.1334, -1.138, -0.4084, 0.2399
Si, -0.2903, -0.1987, 5.4933, 0.3631, 0.5554, -0.9139
Si, 2.6016, 2.7103, 6.0321, -0.5029, -1.1154, -0.4317
Si, 0.3054, 5.4118, 5.4097, 0.0992, 0.8503, -0.2879
Si, 2.8133, 8.1939, 5.3132, -0.3734, 0.2274, 0.3843
Si, 5.6952, -0.0264, 5.8193, -0.1574, -0.185, -0.07
Si, 8.2757, 2.9149, 5.5915, -0.5988, 1.5101, -0.0191
Si, 5.4503, 5.0606, 5.6964, -0.8417, 1.5726, 0.0461
Si, 8.2368, 7.8536, 5.6902, -0.2423, 0.3816, 0.0429
Si, 0.3565, 1.6427, 6.6813, 0.8275, 1.0233, 0.339
Si, 4.1784, 3.8836, 7.1613, -0.6464, 0.5457, 0.9585
Si, 1.6548, 6.9032, 6.8862, -0.1777, -0.537, 0.8308
Si, 4.2366, 9.306, 6.8291, 1.1672, -0.9257, 1.1613
Si, 6.9854, 1.6657, 7.0303, 0.455, -0.9196, 0.7995
Si, 10.2128, 3.8014, 6.7632, 0.0801, -0.1424, -0.1987
Si, 6.9589, 6.2941, 7.0045, 0.5036, 0.0847, -0.5235
Si, 9.5815, 9.2644, 6.9468, -0.524, 0.3551, 0.9683
Si, -0.9798, 2.3132, 11.0468, -0.0693, 1.3822, -1.5204
Si, 4.4133, 1.4313, 10.1811, 0.4672, -1.5717, 1.0214
Si, -3.0614, 6.9426, 10.7446, -0.7268, -0.0843, 0.4378
Si, 3.4619, 5.845, 8.2458, -0.0009, 0.0398, 0.2634
Si, 5.5909, 2.8021, 8.6543, 0.6955, 0.4576, -0.9369
Si, 9.2658, 1.1121, 8.0215, -0.6264, -2.0317, 2.2171
Si, 5.235, 7.3876, 7.9414, -0.4636, 1.1044, -0.0173
Si, 7.5371, 5.3298, 9.0652, 0.0949, -0.841, 0.1414
Si, 5.2469, -1.5653, 15.2737, -0.1809, 0.4575, 0.7785
Si, 5.4073, -4.44, 13.6707, -1.2295, -0.0951, 2.1536
Si, 2.0391, 7.9801, 11.878, 0.9223, 0.5754, -1.404
Si, 8.0073, 11.4993, 12.0958, 0.4027, -1.2611, -0.6532
Si, 6.2447, 8.2957, 9.7988, -0.1704, -0.5342, -0.6936
Si, 12.0892, 1.3247, 12.8873, -0.1931, -0.9077, -0.2904
Si, 5.7722, 10.3117, 10.6435, 0.8966, 1.2264, 0.1863
Si, 11.2612, 8.4663, 8.2829, -0.2653, -0.3818, -0.8127
Si, 1.516, 7.4801, 14.1911, -0.278, -1.7643, -0.9623
Si, 9.4905, 8.1677, 14.7469, 1.8011, -0.1939, 1.3737
Si, 9.9106, -0.8005, 12.4213, -1.4469, -1.7776, -0.3127
Si, 9.8859, 7.7835, 10.0742, 1.4939, -0.4991, 1.0307
Si, -0.7171, -1.2524, 18.8965, -0.5858, -0.0744, 0.6446
Si, 3.589, 1.4738, 13.0803, 1.9534, -0.7178, -1.8986
Si, 2.9051, 9.5579, 16.1837, -0.0449, 0.7492, 0.608
Si, 14.2951, -4.7392, 11.3911, 0.0091, 0.4932, 1.5338
Si, 13.5199, -0.7623, 9.5214, -1.054, -1.0483, -1.6774
Si, 7.6799, 6.0519, 13.83, 0.5132, -0.0336, -0.0987
Si, 12.5865, 3.611, 17.0421, -0.8138, 0.9306, -0.0341
Si, 2.6608, 5.2754, 13.9757, 0.1081, 1.0193, -1.3357
Si, 9.7525, 4.923, 9.6386, 2.5606, 0.2308, -0.7213
Si, 9.488, 4.5583, 15.8311, 0.1052, -1.5849, 0.7579
O, 5.291, -3.0739, -3.4745, -0.4025, -1.363, -1.632
O, -6.7275, 1.3062, 0.5028, -0.7545, -0.8466, -0.1229
O, 1.6514, 5.9724, 2.3309, -0.0842, 0.3043, -0.6172
O, 2.6005, 5.0253, -5.8458, 0.4104, 0.1293, 1.1808
O, 1.9213, 7.8274, 0.5177, 0.9898, 0.7896, -0.8582
O, -1.8892, 10.2785, -9.9548, 0.3945, 1.195, -0.8636
O, 13.5547, 20.1104, -7.2626, -0.3939, -0.5117, 1.2939
O, 0.9641, 13.0792, -3.8863, 0.9037, 0.9513, 0.0273
O, 20.0293, -1.7447, -4.5475, 1.3961, 2.3167, -2.5822
O, 8.3729, -6.1108, -3.5378, 0.5646, 0.0511, 0.1536
O, 8.5229, 11.935, -0.1041, -1.2582, -0.7973, -0.0673
O, 4.9529, 6.4176, -6.0085, -1.1098, 0.1238, -1.5086
O, 8.4282, 3.4875, 0.9164, -0.5422, 0.9821, 0.9159
O, 4.9083, 5.9667, 0.1695, -0.5765, -1.7107, 0.0998
O, 12.6883, 10.9099, -1.6777, 0.4886, -1.1617, -0.1175
O, -2.7128, 6.2082, 12.2562, -0.4119, 0.5861, -0.0522
O, 10.6038, 4.2929, 8.3079, -1.0144, 0.1596, 0.1829
O, 10.7996, -3.7182, 14.5211, -0.0817, 1.1238, -0.3242
O, 10.6614, -4.6337, 10.2325, -1.644, 0.1041, -0.8439
O, 3.4511, 5.5617, 9.9179, -0.0182, 0.0287, -1.599
O, 8.1667, 7.3096, 14.796, -1.1714, -1.624, -0.0513
O, 0.5071, 12.8048, 11.5631, -0.3019, 0.2727, -0.026
O, 6.6086, 3.9419, 9.2858, 0.0738, 0.4038, 0.3939
O, 4.2688, 5.4185, 14.3356, 0.1856, 0.5195, 0.2723
O, 8.6525, 12.9504, 12.0933, 1.4721, 1.3404, -0.8194
O, 9.5957, 1.5448, 9.6077, -0.0277, 0.6465, 0.5634
O, 0.4254, 10.7527, 12.9225, 0.2257, -0.3789, 0.7274
O, 12.0491, 9.8149, 8.8143, 1.1294, 0.5626, 0.3661
O, 5.5427, 9.7491, 12.2155, -0.9176, -0.6361, -1.2921
O, -0.8627, 14.8164, 10.8682, -0.6418, -1.6396, 0.3375
O, -1.7925, 3.0388, 16.4867, -0.0223, 1.1036, -0.0303
O, 15.2461, 13.0093, 11.6677, -1.1068, -0.1204, 0.6505
O, 3.7528, -1.1874, 8.3878, -1.1547, 0.6757, 0.1641
O, 6.3775, 11.9353, 21.1254, -0.944, 1.7961, 0.062
O, 14.542, 2.5268, 14.3136, -0.4963, 0.0523, 0.3139
O, 9.6981, 9.0386, 16.1125, -0.8719, -1.0295, -0.2277
O, 7.2744, 0.2566, 10.6875, -0.8288, -0.4426, 0.2773
O, 2.118, -2.4331, 15.2824, 0.053, 0.8304, 0.7431
O, 13.6099, 4.8663, 17.5086, -1.0248, -0.6956, -0.2768
O, 17.7633, -10.257, 13.2309, 0.2681, 0.943, 1.3387
O, -7.9592, 0.7848, 9.8435, -0.0995, 1.0445, -0.091
O, -0.5924, 19.8333, 11.2221, -0.0542, 0.3872, 0.4251
O, -0.1283, 5.9526, 18.6152, -0.0573, 0.9307, -0.6017
O, -4.3321, 10.1997, 18.2411, 0.2789, 0.842, 0.9619

Results
free energy: -29580.265 eV
free energy less fixed offsets of O -463.61, Si -117.95 eV per atom: 18.675 eV
pressure: -0.48 GPa
stress xx, yy, zz, yz, xz, xy (GPa, positive in tension): 1.52, -0.84, 0.76, -0.04, 1.06, 1.22
